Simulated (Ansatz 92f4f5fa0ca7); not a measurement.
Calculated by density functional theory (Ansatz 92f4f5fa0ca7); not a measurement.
Periodic cell of 148 atoms, Si92O56, from a study of silicon, its oxide and their interface. The atomic structure is a simulated model.

Settings
functional: r2SCAN
potential files: Ansatz norm-conserving
basis: plane waves
wave-function cutoff: 1300 eV
density cutoff ratio: 4
exchange-correlation grid ratio: 1
k mesh: 2 x 2 x 1, shifted by 0.5 0.5 0.5 of a step
self-consistency stop: 5e-08 eV per atom in the density residual
occupations: Fermi-Dirac, 0.05 eV
spin: none
net charge: 0

Cell vectors (angstrom)
a 10.88 0 0
b 0 10.88 0
c 0 0 21.6912

Atoms and the computed forces on them: element, x, y, z (angstrom), force x, y, z (eV/angstrom)
Si 0.1622 0.0788 -0.0328 0.1389 -0.4651 -0.0849
Si 2.6637 2.8068 -0.0699 0.0045 0.0627 -0.0458
Si -0.4278 6.5528 -0.3157 -0.2589 -0.323 0.2079
Si 2.2182 8.5939 -0.1413 -0.0065 0.0607 -0.0877
Si 5.7616 -0.642 -0.4267 0.3459 0.0316 0.1739
Si 9.2373 2.1805 -1.1321 0.3207 0.123 0.0682
Si 5.5971 4.3609 -0.0808 0.4219 0.2814 0.3445
Si 8.1071 8.3067 0.3832 0.42 0.3822 -0.617
Si 1.4767 1.3994 1.3605 -0.1445 -0.1387 -0.1565
Si 3.8692 4.0929 1.4764 0.0189 0.1515 -0.061
Si 1.1765 7.1407 1.3434 -0.1657 -0.0751 -0.285
Si 4.0692 9.428 1.0578 -0.1764 0.1303 -0.2604
Si 6.6779 1.8591 1.3992 -0.5214 -0.2401 0.325
Si 9.5538 3.9804 1.353 0.4216 0.0889 -0.3353
Si 6.8384 6.6939 1.3788 -0.5541 -0.3572 -0.4267
Si 9.5002 9.8252 1.4297 0.1379 -0.0738 -0.1699
Si 0.1848 2.8121 2.7404 -0.3216 0.1888 -0.0746
Si 2.8404 -0.0191 2.6427 0.1185 -0.0618 -0.1542
Si -0.0911 8.3656 2.8024 -0.0901 0.2165 0.2835
Si 2.6077 5.6343 2.6516 -0.1158 0.1144 -0.2134
Si 5.1848 2.7929 2.9277 0.2128 -0.0765 -0.007
Si 8.1572 0.3325 2.6904 -0.1028 0.2435 -0.0063
Si 5.3779 8.11 2.5864 0.0426 -0.1602 0.0307
Si 8.1009 5.3167 2.7763 0.1659 -0.1818 0.0136
Si 1.415 4.2129 4.1098 0.0469 -0.0696 -0.0605
Si 4.037 1.2744 4.2144 -0.0185 0.0102 -0.0907
Si 1.4285 9.5949 4.1211 -0.1999 -0.1834 -0.0921
Si 4.0616 6.8312 4.068 0.116 0.1925 -0.0251
Si 6.7098 4.0601 4.206 0.0209 0.1023 -0.1176
Si 9.6278 1.4731 4.0801 -0.09 -0.0385 -0.0988
Si 6.8125 9.5726 3.9266 0.0269 0.1942 -0.234
Si 9.4903 6.8347 4.0911 0.0409 0.0121 -0.217
Si 0.03 0.0782 5.4692 0.1011 0.1293 0.0928
Si 2.6856 2.7449 5.4609 0.0806 0.1431 0.1761
Si 0.0284 5.5268 5.4622 -0.1469 0.0543 0.0419
Si 2.757 8.159 5.4649 -0.0557 0.0405 -0.1208
Si 5.4792 -0.1215 5.4404 0.0697 -0.0691 0.086
Si 8.1597 2.6712 5.4278 0.0318 -0.0584 0.079
Si 5.432 5.5074 5.5376 -0.1093 -0.2043 0.1721
Si 8.174 8.2672 5.4243 0.0476 -0.1293 0.1429
Si 1.3917 1.3775 6.8748 -0.2646 0.0824 0.0566
Si 4.0312 4.0561 6.8708 0.1714 -0.098 -0.0422
Si 1.4232 6.8525 6.8718 0.0907 -0.1151 0.0704
Si 4.164 9.3972 6.8498 -0.0036 0.0652 0.1201
Si 6.8691 1.206 6.785 -0.0095 0.0006 0.019
Si 9.5501 4.0504 6.6698 0.0776 -0.0773 -0.0322
Si 6.8817 6.8936 6.8603 -0.0631 0.0573 -0.0326
Si 9.5613 9.6243 6.8866 0.043 -0.0106 -0.0646
Si -0.0085 2.792 8.1603 -0.1578 0.0755 -0.0706
Si 2.8448 -0.0336 8.1223 0.1743 0.0416 0.0767
Si 0.2748 8.4196 8.1753 -0.2914 -0.0433 -0.2037
Si 2.7213 5.4612 8.3053 0.1346 -0.0417 0.2562
Si 5.4137 2.4898 8.0516 0.0873 0.1803 -0.0294
Si 8.1562 0.0043 8.3865 0.0077 0.0694 0.384
Si 5.497 8.1032 8.3409 0.0235 -0.2129 0.2842
Si 8.1866 5.2865 8.0356 0.5933 -0.0426 0.0809
Si 1.4507 3.9536 9.5913 -0.1405 0.1609 0.0984
Si 4.1926 1.1514 9.5826 -0.0435 0.3645 0.0049
Si 1.5891 9.7121 9.6911 0.2307 -0.3553 0.1155
Si 4.5735 6.2653 9.6353 -0.1718 0.0445 -0.5775
Si 6.7205 3.9611 9.2342 -0.8433 -0.3712 0.0385
Si 9.4874 1.6235 9.6523 -0.1373 -0.1699 -0.2722
Si 6.6523 9.5078 9.867 0.1459 0.0848 -0.0218
Si 9.8735 7.2412 9.624 0.8271 -0.2286 0.1015
Si 0.3692 0.4934 10.7849 -0.1106 0.5461 0.5049
Si 2.728 2.4651 10.8175 0.0622 -0.4049 -0.2267
Si -2.4581 5.0905 11.8115 -0.0435 -0.2983 0.2201
Si 3.2844 9.2552 12.3759 -0.1396 0.0822 -0.4094
Si 5.1354 -0.1311 11.3411 0.167 -0.0812 -0.2482
Si 7.8866 2.9018 10.9762 -0.0566 0.0297 -0.1568
Si 4.4729 6.4448 12.8286 0.156 0.1945 -0.0348
Si 8.1001 7.9366 10.8639 -0.2537 0.0669 0.404
Si 3.5526 4.2474 13.2246 -0.562 -0.3427 0.0523
Si -2.1645 -1.0814 17.0017 0.0147 -0.2771 0.1683
Si 1.6397 9.4603 14.1398 -0.572 0.1776 0.4004
Si 1.2647 7.3138 16.22 -0.1877 -0.1201 -0.0461
Si 6.6245 1.42 12.488 0.0066 0.0548 0.1735
Si 8.652 10.7514 14.3245 -0.3469 0.3419 0.1667
Si 7.0985 5.6463 14.4998 0.5694 -0.0672 0.4787
Si 10.8981 11.443 15.7118 0.2375 0.1103 0.3518
Si -3.8729 0.6659 19.0207 0.0272 -0.2947 -0.4745
Si -2.1439 4.0712 18.221 0.1011 0.0477 -0.1907
Si -1.8533 6.8258 16.7217 -0.048 0.2732 0.2
Si -6.1821 3.2879 19.6796 -0.4358 -0.1118 -0.0747
Si 1.0308 5.0506 14.4423 -0.3346 -0.2333 0.1987
Si 9.8651 -1.4382 12.9513 0.3652 -0.0244 -0.0435
Si 5.6427 3.1344 15.0717 0.2447 -0.0685 0.2017
Si 10.6627 5.5573 11.7418 0.347 0.3432 -0.0003
Si 2.0539 4.4558 19.1492 -0.0044 -0.0115 -0.0211
Si 1.7282 6.7153 19.2509 -0.029 -0.0218 0.0846
Si 0.1973 3.2481 16.7761 -0.1595 -0.1844 -0.1833
Si 6.1089 2.5143 17.9961 0.112 -0.3388 -0.155
O 1.1546 -1.1009 -0.6882 0.2604 -0.0941 0.4506
O -4.1595 3.2335 0.4412 0.1419 -0.1206 -0.1564
O 12.5821 3.7265 -1.0847 0.3624 -0.1087 -0.2582
O 12.7695 6.0563 -6.3028 -0.0951 0.031 -0.1906
O -1.7465 7.483 -0.6092 0.2762 -0.1877 0.3372
O 0.7349 1.7393 -5.1334 -0.2379 0.1141 -0.1478
O 1.0638 14.819 -3.7416 0.2032 0.0107 0.24
O 7.8791 12.2626 -1.4895 0.124 0.0124 0.1311
O 10.0138 5.0787 0.2252 -0.2363 -0.1558 -0.0037
O 7.0328 -1.6822 -0.4833 -0.2736 0.0236 0.0632
O 9.3168 3.5518 -2.0257 -0.1363 -0.2641 -0.0636
O 3.8491 2.1722 -1.0653 -0.2275 0.4476 -0.2295
O 10.462 1.0739 -1.2397 -0.272 0.0535 0.1725
O 6.2286 5.8819 0.0004 0.3113 -0.0476 0.6555
O -0.353 -3.8282 16.134 0.2938 0.0584 0.0441
O -1.4738 -5.144 9.1125 -0.2845 0.4469 -0.313
O -3.3224 -4.4959 11.1766 -0.1352 -0.1446 0.2678
O -2.1005 -2.4329 12.2809 -0.0307 -0.1753 -0.258
O -8.3808 8.9599 10.915 -0.1235 0.272 0.1415
O 1.8822 8.6437 15.5423 -0.0077 -0.0989 -0.3346
O -2.918 6.5856 15.5181 -0.1767 -0.2095 -0.3377
O 5.4332 4.8879 9.7331 0.4235 0.2034 0.0167
O 0.3239 -2.1794 13.4987 0.1339 -0.0516 -0.1172
O 4.2171 3.6988 14.6006 0.0441 -0.0691 -0.1651
O 6.1769 2.2854 13.8039 -0.1527 0.0665 -0.0135
O 11.0345 5.8052 13.3136 0.1384 -0.0982 -0.0941
O 3.81 -2.9666 13.2031 0.0885 -0.3761 -0.3084
O 4.4632 6.6538 11.2039 0.1617 0.1153 0.3797
O 10.4005 10.5912 11.9263 -0.0214 -0.2122 0.14
O 5.8625 6.3813 13.7277 -0.1141 0.1282 -0.3015
O -1.8962 5.6387 17.8434 0.0382 -0.2409 -0.0474
O -1.6333 2.6172 22.1295 -0.2936 0.3054 -0.0045
O -13.124 -2.6439 17.4239 0.1338 0.1444 -0.2574
O -3.7199 3.7747 18.1175 -0.0404 -0.0738 -0.0782
O -1.2808 12.0027 14.8759 -0.0687 -0.581 -0.0684
O 1.9889 4.1002 13.5865 0.1031 0.2493 -0.0233
O 2.6346 7.6755 20.2296 -0.2553 0.1722 0.0092
O 1.7317 7.3575 17.76 -0.1436 -0.0889 0.2553
O 5.548 2.2762 16.4552 0.1948 0.503 0.0797
O 1.5383 1.4832 11.4922 -0.1358 -0.2828 -0.442
O 10.9197 6.9378 10.8911 -0.0802 -0.1077 -0.066
O 11.0294 4.1106 15.4127 0.2498 0.0826 0.0438
O 3.6779 3.2228 11.9424 0.1201 0.1706 0.2778
O 6.5789 4.4117 15.4119 -0.1534 -0.0211 -0.3289
O 12.0446 10.928 14.6843 -0.173 -0.1565 -0.0104
O 7.8832 10.093 15.6202 0.3067 0.1773 -0.0557
O 5.7289 -0.1327 19.6905 0.3006 0.034 0.4981
O 11.5633 4.4375 10.9833 -0.2658 0.3761 0.2004
O -7.2669 15.0389 18.7829 -0.0253 -0.4275 0.3332
O -0.6077 21.1563 16.7074 -0.1267 0.1469 -0.177
O -2.8402 -0.2885 18.2219 0.0066 0.0417 0.0174
O 0.2308 6.5622 19.8899 -0.003 0.2515 0.0495
O -3.266 0.3267 13.1753 0.1933 0.0204 0.1279
O 8.0894 -5.8899 13.4078 -0.3959 0.4009 -0.0056
O 9.5069 3.1278 17.1572 0.0517 0.1442 0.2501
O 6.0709 0.6391 22.2108 0.1431 0.2973 -0.2233

Results
free energy: -36825.147 eV
free energy less fixed offsets of O -463.61, Si -117.95 eV per atom: -11.587 eV
pressure: -0.62 GPa
stress xx, yy, zz, yz, xz, xy (GPa, positive in tension): -0.6, 0.55, 1.89, -1.58, 1.26, 0.28
